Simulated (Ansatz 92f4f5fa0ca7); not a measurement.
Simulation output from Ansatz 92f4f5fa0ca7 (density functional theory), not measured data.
Periodic cell of 276 atoms, Si168O108, from a study of silicon, its oxide and their interface. The atomic structure is a simulated model.
Doubt: the cutoff is low for norm-conserving oxygen, so forces and energies are approximate.
Doubt: the program's own warning below bears on the result.
This geometry differs little from another in the collection (a relaxation step or a small displacement).

Settings
functional: HSE06
potential files: SPMS norm-conserving
basis: plane waves
wave-function cutoff: 800 eV
density cutoff ratio: 4
exchange-correlation grid ratio: 1
k mesh: 1 x 1 x 1, Gamma-centred
occupations: fixed
spin: none
net charge: 0

Cell vectors (angstrom)
a 11.6015 0 0
b 0 13.3963 0
c 0 0 30.9508

Atoms: element, x, y, z (angstrom)
Si 0.0895 -0.1437 24.2223
Si 3.9159 -0.0406 24.1479
Si 7.7602 0.0622 24.0987
Si 1.9264 3.4472 24.0826
Si 6.0013 3.4549 24.2268
Si 9.6132 3.3366 24.2872
Si 0.1175 6.523 24.2669
Si 3.9225 6.7993 24.3959
Si 7.7403 6.7771 24.1775
Si 2.0194 10.0363 24.5377
Si 5.885 10.0115 24.2505
Si 9.7145 10.0527 24.2879
Si 0.0369 2.195 24.8386
Si 3.936 2.2816 24.7343
Si 7.7593 2.1942 25.1512
Si 2.0369 5.5623 25.1585
Si 5.8581 5.6435 25.0657
Si 9.6738 5.5927 24.988
Si 0.0358 8.8408 24.9909
Si 3.9744 8.9722 25.2302
Si 7.7989 8.9441 25.088
Si 2.0161 12.3049 25.1532
Si 5.8652 12.2836 24.9389
Si 9.6756 12.3062 24.9898
Si 0.0197 2.2196 27.2836
Si 3.8952 2.2469 27.2318
Si 7.7474 2.204 27.4771
Si 1.9827 5.5597 27.4819
Si 5.8342 5.5892 27.4242
Si 9.6836 5.5871 27.3729
Si 0.0153 8.893 27.374
Si 3.9213 8.9432 27.5387
Si 7.7689 8.9273 27.439
Si 1.9672 12.3046 27.4794
Si 5.8371 12.2826 27.3441
Si 9.6746 12.2885 27.3744
Si 1.963 1.1614 28.1576
Si 5.7852 1.1118 28.167
Si 9.7079 1.1125 28.1861
Si 0.0121 4.4425 28.1639
Si 3.9137 4.4331 28.1878
Si 7.762 4.4637 28.1917
Si 1.9524 7.8107 28.2066
Si 5.8471 7.806 28.2299
Si 9.6939 7.8028 28.2024
Si 0.0085 11.1487 28.1678
Si 3.9103 11.192 28.2144
Si 7.7501 11.1719 28.1859
Si 1.9336 1.1164 30.5559
Si 5.8008 1.1164 30.5559
Si 9.6679 1.1164 30.5559
Si 0 4.4654 30.5559
Si 3.8672 4.4654 30.5559
Si 7.7343 4.4654 30.5559
Si 1.9336 7.8145 30.5559
Si 5.8008 7.8145 30.5559
Si 9.6679 7.8145 30.5559
Si 0 11.1635 30.5559
Si 3.8672 11.1635 30.5559
Si 7.7343 11.1635 30.5559
Si 0 0 0.3944
Si 3.8672 0 0.3944
Si 7.7343 0 0.3944
Si 1.9336 3.3491 0.3944
Si 5.8008 3.3491 0.3944
Si 9.6679 3.3491 0.3944
Si 0 6.6981 0.3944
Si 3.8672 6.6981 0.3944
Si 7.7343 6.6981 0.3944
Si 1.9336 10.0472 0.3944
Si 5.8008 10.0472 0.3944
Si 9.6679 10.0472 0.3944
Si -0.0149 0.0012 2.7511
Si 3.8754 0.0093 2.7601
Si 7.712 -0.0012 2.758
Si 1.9214 3.3564 2.7623
Si 5.7816 3.3775 2.7469
Si 9.6729 3.3729 2.7527
Si -0.0328 6.6757 2.7763
Si 3.8216 6.6921 2.7437
Si 7.7165 6.706 2.7819
Si 1.8964 10.0585 2.7571
Si 5.7589 10.034 2.7695
Si 9.5996 10.0531 2.7707
Si -0.0087 2.2269 3.5384
Si 3.8602 2.2485 3.5377
Si 7.7278 2.2603 3.453
Si 1.9123 5.5768 3.5895
Si 5.7562 5.6162 3.5358
Si 9.6312 5.5817 3.6322
Si -0.0602 8.93 3.4856
Si 3.8094 8.9086 3.5378
Si 7.667 8.9275 3.6186
Si 1.9307 12.3077 3.5154
Si 5.7919 12.2574 3.5815
Si 9.6462 12.2937 3.5595
Si -0.0163 2.2023 5.9039
Si 3.8681 2.2464 5.9016
Si 7.7063 2.2782 5.7704
Si 1.9038 5.5616 5.979
Si 5.7051 5.6354 5.8985
Si 9.5978 5.5516 6.0494
Si -0.1434 8.9391 5.8204
Si 3.7143 8.8746 5.9034
Si 7.5889 8.9115 6.0291
Si 1.9219 12.3214 5.8637
Si 5.7862 12.2234 5.9731
Si 9.6295 12.3094 5.9409
Si 1.9535 1.147 6.7152
Si 5.8467 1.1159 6.5557
Si 9.5838 1.188 6.6583
Si -0.0123 4.4075 6.7089
Si 3.8722 4.4478 6.781
Si 7.558 4.4597 6.6799
Si 1.7095 7.8139 6.6925
Si 5.5986 7.8116 6.8483
Si 9.562 7.8312 6.732
Si 0.0037 11.1713 6.5784
Si 3.7832 11.0977 6.6161
Si 7.7554 11.1438 6.8074
O 4.051 4.3625 8.4353
O 5.3637 7.7582 8.5006
O 9.3838 1.4148 8.2914
O 9.6298 7.9658 8.3822
O 2.0612 1.222 8.3642
O 6.1624 1.2164 8.1702
O 1.3599 7.8653 8.3159
O 0.181 11.0812 8.2087
O 3.6278 10.8965 8.2518
O 0.1856 4.2402 8.3452
O 7.1481 4.4165 8.2965
O 7.9297 11.1538 8.457
O 6.5529 3.7091 22.672
O 2.1996 10.0431 22.9153
O 7.7244 0.2079 22.4315
O 12.0009 6.0284 22.709
O 7.5628 6.913 22.5189
O 0.2562 12.7895 22.6485
O 9.6392 10.0588 22.645
O 3.9676 7.113 22.785
O 5.9764 9.8003 22.6142
O 9.2409 3.3829 22.6711
O 1.6997 3.7776 22.4486
O 3.8601 -0.2503 22.5072
Si 7.7182 10.5613 16.795
Si 4.4349 11.1703 9.6183
Si 9.3861 10.5203 21.1189
Si 1.8957 7.2897 9.7264
Si 2.6578 1.5526 9.8305
Si 8.3765 6.5492 21.1539
Si 10.8123 8.0364 20.6439
Si 2.1109 12.3775 11.3127
Si 9.6895 6.125 14.0094
Si 10.0066 1.4364 16.2785
Si 5.617 0.5505 9.5201
Si 1.6523 9.5553 21.5019
Si 10.9142 4.0793 9.6897
Si 7.9089 3.6158 21.7667
Si 4.8294 6.0707 12.1224
Si 7.2733 0.7982 20.9685
Si 10.1598 1.152 9.686
Si 10.9449 4.467 16.4056
Si 7.9312 4.9725 9.5895
Si 2.1887 5.0785 16.7885
Si 1.2319 13.6071 16.3993
Si 7.6642 1.5745 14.0987
Si 11.3527 11.7506 9.5979
Si 7.3926 4.4356 12.5826
Si 7.8399 0.0169 11.4474
Si 11.824 12.2497 21.1297
Si 11.187 6.543 11.4751
Si 5.1784 7.9471 19.1477
Si 3.2419 7.0765 14.7399
Si 2.3198 -1.9116 14.3074
Si 4.8642 11.3129 15.823
Si 1.0635 8.8873 15.3602
Si 3.4736 7.1594 21.2601
Si 4.5408 12.971 21.046
Si 2.0732 0.2286 19.2484
Si 3.4998 9.006 16.8918
Si 3.031 2.2662 17.4015
Si 8.0404 13.4194 18.1266
Si 12.805 5.1094 21.6428
Si 8.4244 10.8025 9.9619
Si 6.2337 10.2862 21.0927
Si 9.5207 8.4043 15.8674
Si 5.6404 14.2842 16.4082
Si 4.8292 8.2325 9.9656
Si -3.8088 7.9647 18.2927
Si 3.2275 4.5379 9.8278
Si 0.2669 5.7867 18.9106
Si 8.8575 7.7992 9.7964
O 9.2689 0.9283 17.6199
O 9.2097 0.6675 10.8908
O 0.8923 4.5776 15.9604
O 2.1203 12.186 12.8898
O 6.0077 5.2338 12.8597
O 0.3735 4.8495 20.2573
O 10.0751 5.2036 15.2733
O 4.9115 12.889 16.0897
O 2.4863 3.1311 10.1736
O 1.9859 1.6438 16.3281
O 7.7225 0.3463 13.0284
O 5.3776 7.3039 11.1902
O 3.3793 -0.4333 19.9305
O 2.4478 5.9505 21.0745
O 1.3161 10.2136 14.4575
O 4.2323 1.2528 9.8785
O 3.8857 8.2924 18.263
O 5.3334 11.5893 20.8622
O -0.2338 5.0221 10.9189
O 1.7258 7.6412 14.5482
O 9.9677 9.3366 20.1689
O 7.5124 2.9932 13.3148
O 6.2862 7.3676 18.0996
O 7.7746 6.5907 9.6734
O 7.4944 4.255 10.9684
O 10.5122 2.9345 16.5293
O 8.8439 9.8746 15.8484
O 8.0965 7.3818 19.7857
O 10.9078 2.5189 10.1302
O 6.3809 1.4338 15.0762
O 3.8849 6.6645 13.3135
O 9.899 6.9918 21.4781
O 10.9825 6.4463 13.0763
O 0.8594 7.4046 10.9638
O 8.1638 9.2114 10.2227
O 8.9688 7.6236 17.2138
O 1.1522 10.9344 20.8001
O 6.6788 0.6917 17.6088
O 4.5299 1.8872 16.9742
O -0.4724 8.5908 15.7497
O 2.821 8.6171 20.8727
O 6.6226 0.7972 10.7384
O 5.7728 9.185 20.0149
O 7.7631 11.8224 11.0612
O 1.8811 -0.8175 15.3806
O 8.1449 4.9668 20.8949
O 9.8897 7.3251 10.9288
O 4.0667 8.2337 15.5544
O 10.009 11.047 10.103
O 11.1793 13.3431 9.3806
O 4.0798 5.0209 11.1243
O 0.3743 8.5748 21.6288
O 3.1753 5.8268 15.763
O 11.2712 0.4466 16.056
O 10.2736 11.8502 20.816
O 7.5529 9.5642 18.0617
O 2.1865 5.7211 9.5127
O 3.0037 3.8555 17.4139
O 11.4131 7.2782 19.3536
O 8.1873 11.9628 17.434
O 1.5356 -0.4233 17.8641
O 5.4772 12.3524 9.2768
O 6.4001 10.7672 15.8551
O 8.5982 5.3661 13.1045
O 7.9615 13.3822 19.7425
O 3.9027 11.1006 14.5144
O 9.0093 1.4581 14.9997
O 2.5554 1.7335 18.8669
O 3.468 11.7233 10.7621
O 5.6512 0.7412 20.8512
O 10.7882 5.1453 17.877
O 4.7061 6.8775 20.2561
O 9.0741 7.5079 14.5957
O 4.1057 10.4985 16.9918
O 0.8794 11.5355 10.7106
O 3.2212 8.1191 10.0865
O 7.7388 2.3366 20.8067
O 9.4579 4.6012 9.2651
O 0.8092 0.0758 20.2469
O 1.6485 5.9382 18.0596
O 5.174 9.8163 10.1192
O 7.7987 10.672 20.8818
O 1.9878 0.5592 10.9266
O 1.8887 9.048 16.7524

Results
free energy: -67414.062 eV
free energy less fixed offsets of O -447.96, Si -113.29 eV per atom: -1.662 eV
gap between the highest filled and lowest empty level on this k mesh: 1.421 eV

The program warned: the cutoff lies below the one the program advises for these potential files; the model core charge is not resolved on the grid; the forces do not sum to zero within the program's tolerance; the exchange-correlation potential is rough where the density is thin.
